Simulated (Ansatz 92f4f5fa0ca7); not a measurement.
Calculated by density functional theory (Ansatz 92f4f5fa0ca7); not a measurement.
Periodic cell of 171 atoms, Si99O72, from a study of silicon, its oxide and their interface. The atomic structure is a simulated model.

Settings
functional: r2SCAN
potential files: Ansatz norm-conserving
basis: plane waves
wave-function cutoff: 1300 eV
density cutoff ratio: 4
exchange-correlation grid ratio: 1
k mesh: 2 x 2 x 1, shifted by 0.5 0.5 0.5 of a step
self-consistency stop: 5e-08 eV per atom in the density residual
occupations: Fermi-Dirac, 0.05 eV
spin: none
net charge: 0

Cell vectors (angstrom)
a, 11.5403, 0, 0
b, 0, 11.5403, 0
c, -1.3839, -2.8373, 22.3446

Atoms: element, x, y, z (angstrom)
Si, 4.532, 0.6398, -0.0637
Si, 4.6956, 3.6877, -0.4876
Si, 4.4344, 9.1438, -0.6488
Si, 8.3834, 0.7403, 0.033
Si, 8.4791, 3.7839, -0.4828
Si, 8.3271, 9.2571, -0.1769
Si, 12.1693, 0.5945, 0.1447
Si, 12.2971, 3.6633, -0.48
Si, 11.9067, 9.1883, -0.411
Si, 6.4327, 0.6829, 1.2567
Si, 6.5435, 4.3079, 0.8616
Si, 6.3043, 8.5965, 0.8283
Si, 10.2573, 0.6919, 1.3687
Si, 10.3873, 4.382, 0.8001
Si, 10.2101, 8.6917, 1.1335
Si, 14.1678, 0.6311, 1.254
Si, 14.2292, 4.2895, 0.7797
Si, 14.0237, 8.5376, 0.6749
Si, 6.4782, 2.5972, 2.4993
Si, 6.4372, 6.4665, 2.0161
Si, 6.3805, 10.3003, 2.4894
Si, 10.3455, 2.6677, 2.4871
Si, 10.3032, 6.481, 2.0748
Si, 10.2494, 10.381, 2.6884
Si, 14.1878, 2.5893, 2.4545
Si, 14.1284, 6.4396, 1.951
Si, 14.1027, 10.2302, 2.4397
Si, 4.54, 2.5529, 3.8372
Si, 4.4926, 6.4567, 3.4031
Si, 4.4597, 10.3409, 3.8253
Si, 8.4126, 2.5641, 3.8324
Si, 8.3658, 6.4388, 3.4338
Si, 8.2798, 10.3696, 3.9001
Si, 12.2719, 2.5703, 3.8379
Si, 12.244, 6.4794, 3.4515
Si, 12.2419, 10.3791, 3.8875
Si, 4.4935, 0.6732, 5.3245
Si, 4.5671, 4.6011, 4.9069
Si, 4.4278, 8.3074, 4.9155
Si, 8.3611, 0.7069, 5.3379
Si, 8.3888, 4.5886, 4.9395
Si, 8.3647, 8.2944, 4.896
Si, 12.2574, 0.7031, 5.3613
Si, 12.2493, 4.6119, 4.9253
Si, 12.2217, 8.3474, 4.9826
Si, 6.4313, 0.6809, 6.7159
Si, 6.4783, 4.4882, 6.2955
Si, 6.4048, 8.2834, 6.1397
Si, 10.3005, 0.7016, 6.7469
Si, 10.3237, 4.5559, 6.2831
Si, 10.2642, 8.3918, 6.2868
Si, 2.6137, 0.6719, 6.8105
Si, 2.6463, 4.5992, 6.2282
Si, 2.5654, 8.4462, 6.3936
Si, 6.5146, 2.78, 7.9948
Si, 6.4314, 6.4324, 7.4748
Si, 6.3869, 10.0011, 7.6714
Si, 10.3587, 2.844, 7.9258
Si, 10.293, 6.4782, 7.5279
Si, 10.2198, 10.1016, 7.9481
Si, 2.7017, 2.8799, 7.799
Si, 2.5862, 6.4755, 7.5419
Si, 2.5058, 10.1371, 8.1883
Si, 4.557, 3.3754, 9.2136
Si, 4.5326, 6.3974, 8.7874
Si, 4.6379, 9.4114, 9.1573
Si, 8.472, 3.4647, 9.2613
Si, 8.3366, 6.5341, 8.7478
Si, 8.1902, 9.5661, 9.1386
Si, 12.3785, 3.419, 9.1227
Si, 12.203, 6.4392, 8.8258
Si, 11.9503, 9.4551, 9.4733
Si, 12.2527, 2.3051, 11.9507
Si, 12.2286, 6.8298, 14.6122
Si, 4.792, 1.5193, 11.8214
Si, 2.9224, 8.7029, 14.8766
Si, 6.9996, -1.1822, 14.229
Si, 6.4696, 10.7654, 11.312
Si, 9.3488, 4.7201, 16.5579
Si, 9.372, 3.2539, 12.1692
Si, 0.0483, 9.6304, 15.0774
Si, 9.7867, 1.6971, 17.1418
Si, 0.2639, 10.7649, 12.2879
Si, 8.0728, -3.7121, 14.7987
Si, 14.62, -0.5813, 13.1437
Si, 8.4304, 5.4552, 19.8459
Si, 5.6777, -2.9948, 15.9769
Si, 9.7964, 5.7139, 13.6066
Si, 2.7294, 1.9565, 19.1302
Si, 7.7443, 2.4867, 19.1195
Si, 3.0663, 2.1775, 13.9985
Si, 6.6809, 3.5524, 16.6296
Si, 2.2834, 4.8606, 18.9936
Si, 3.7068, 3.4814, 16.7627
Si, 8.0102, 7.8686, 17.7368
Si, 11.633, 6.4066, 17.5352
Si, 8.2167, 1.6197, 14.6669
Si, 0.1619, 0.4454, 18.9602
Si, 10.6039, -2.169, 17.8481
O, 10.1823, 5.692, 17.543
O, 11.6895, 0.8097, 12.1135
O, 11.2717, -1.1293, 18.9016
O, 8.4524, 2.1445, -0.9085
O, 12.5328, 5.7871, 18.7176
O, 4.0582, -3.2568, 15.9984
O, 5.1744, 3.9949, 16.2904
O, 8.3722, -0.7081, -0.819
O, 4.505, 10.7885, -1.0062
O, 10.9852, 3.2517, 12.1792
O, 8.563, 8.2606, -1.461
O, 12.3279, 6.1132, 16.0783
O, 8.7463, 1.4327, 18.3675
O, 12.1155, 2.0216, -0.6775
O, -0.4099, 10.4454, 13.7451
O, 11.2732, 8.5347, -1.7997
O, 12.2595, 5.0077, 9.6985
O, 4.427, 2.4752, 10.5844
O, 4.5906, 2.065, -0.9406
O, 14.3611, 0.5735, 14.2944
O, 5.2076, 10.1818, 10.4817
O, 4.5589, 7.8077, 9.6835
O, 15.2912, -1.9113, 13.8099
O, 9.6643, 4.9291, 15.0062
O, 8.338, 5.1046, 9.6111
O, 1.8629, 3.3289, 19.3808
O, 8.6995, 2.7963, 10.7714
O, 7.848, 10.5023, 10.4783
O, 8.2699, 7.9521, 9.6619
O, 2.9788, 3.0362, 15.3685
O, 6.4593, 10.0005, 12.7462
O, 1.2167, 2.4875, 10.4292
O, 12.1351, 7.811, 9.7832
O, 3.7959, 0.2313, 11.9438
O, 4.5226, 2.3394, 13.2335
O, 13.7406, 7.3581, 14.234
O, 1.7959, 10.3016, 12.4368
O, 9.3241, 1.0626, 15.7195
O, 11.4618, -3.5511, 17.8409
O, 11.2207, 8.0856, 14.7924
O, 6.5557, 2.7555, 18.0394
O, 11.3314, 10.0327, 10.9211
O, 13.4145, 2.6838, 13.0177
O, 9.0282, -2.4659, 18.2129
O, 1.671, 9.63, 15.4249
O, 8.3029, -2.1213, 14.5178
O, 8.8483, -4.5085, 13.6433
O, 5.0086, 4.5212, -1.8884
O, 7.2253, 2.6515, 15.4085
O, 10.7444, -1.459, 16.3774
O, 11.2228, 1.1347, 17.5691
O, 9.9342, 3.2702, 16.9019
O, 7.3357, 0.3729, 14.2106
O, 7.16, 1.8443, 20.4736
O, 8.6371, -4.11, 16.2727
O, 3.6467, 2.2058, 17.7913
O, 12.0947, 10.8002, -0.8589
O, -0.4581, 1.2269, 20.2525
O, 6.4542, -3.1967, 17.4239
O, 8.8493, 2.3028, 13.3629
O, 11.4278, 5.9726, 13.4673
O, 9.0953, 4.8283, 12.4565
O, 3.1252, 5.5291, 20.2207
O, 1.7744, 0.6537, 18.9506
O, 8.5036, 3.913, 19.3263
O, 4.5601, 4.991, 9.7132
O, 6.442, -3.9709, 14.8748
O, 3.0749, 4.7527, 17.5612
O, 6.2475, 12.3776, 11.5578
O, 7.7246, 4.7978, 16.7548
O, 5.9461, -1.4642, 15.4492
O, 8.0367, 6.6671, 18.8067

Results
free energy: -45075.116 eV
free energy less fixed offsets of O -463.61, Si -117.95 eV per atom: -18.146 eV
pressure: -1.61 GPa
stress xx, yy, zz, yz, xz, xy (GPa, positive in tension): 0.38, 2.8, 1.66, -0.07, 0.01, 0.31

Forces (eV/angstrom), in the order of the atoms: element, x, y, z
Si, -0.0283, -0.0053, -0.8781
Si, 0.0555, -0.2095, -0.4502
Si, 0.1246, 0.2406, -0.5947
Si, 0.0388, 0.0367, -1.0777
Si, -0.0178, -0.2595, -0.5341
Si, -0.0419, 0.2255, -0.7525
Si, 0.035, 0.1063, -1.1562
Si, 0.0815, -0.5306, -0.8571
Si, -0.1158, 0.4405, -0.8087
Si, -0.0691, 0.0528, -0.3523
Si, -0.0374, -0.0855, -0.0965
Si, 0.0717, 0.098, -0.0746
Si, -0.0712, -0.0887, -0.1294
Si, -0.0012, -0.0232, 0.038
Si, -0.0366, -0.003, -0.0245
Si, 0.0822, 0.068, -0.2223
Si, 0.0437, -0.0752, -0.2133
Si, -0.0459, 0.1388, -0.1333
Si, 0.0236, 0.1111, 0.3597
Si, -0.0136, -0.0018, -0.1879
Si, -0.0284, -0.1227, 0.3193
Si, 0.0738, 0.1358, 0.302
Si, 0.0118, -0.127, -0.1871
Si, 0.0345, 0.0519, 0.3945
Si, -0.0171, 0.0537, 0.2642
Si, 0.0001, -0.0697, -0.1449
Si, -0.0253, -0.09, 0.1081
Si, -0.0599, 0.1144, -0.0745
Si, 0.0038, -0.0234, 0.0047
Si, 0.0743, -0.1339, -0.0417
Si, -0.0259, 0.1197, -0.0892
Si, 0.0127, -0.0124, -0.0153
Si, 0.02, -0.1757, -0.0981
Si, -0.0365, 0.0976, -0.0839
Si, 0.0022, 0.0062, 0.0352
Si, -0.009, -0.0788, -0.0247
Si, -0.0191, 0.0108, -0.0519
Si, -0.0694, -0.0991, 0.0566
Si, 0.108, 0.1716, 0.0885
Si, 0.0256, 0.0422, 0.0458
Si, -0.0415, -0.1671, 0.1249
Si, 0.0045, 0.0823, 0.145
Si, 0.0214, 0.0317, -0.0268
Si, 0, -0.1131, 0.0158
Si, 0.0131, 0.0955, 0.0533
Si, -0.0034, 0.0621, 0.1695
Si, 0.0388, -0.1563, -0.2138
Si, -0.0046, -0.0855, -0.335
Si, 0.0048, -0.0678, 0.1973
Si, 0.0107, -0.0577, -0.3284
Si, 0.0028, 0.1085, -0.2657
Si, -0.0503, 0.0766, 0.1629
Si, 0.0158, 0.0094, -0.3404
Si, -0.0604, 0.1505, -0.0938
Si, -0.0365, 0.0877, 0.0287
Si, -0.1142, 0.1127, 0.28
Si, 0.0321, 0.0048, 0.1561
Si, 0.0717, 0.0762, 0.1349
Si, 0.0014, 0.0014, 0.2873
Si, -0.1519, -0.0487, 0.1295
Si, -0.0152, 0.0112, 0.1266
Si, 0.0725, -0.1542, 0.3629
Si, 0.211, -0.2592, 0.1747
Si, -0.1244, 0.3406, 0.62
Si, -0.038, -0.0597, 0.9621
Si, -0.0239, -0.2462, 0.6078
Si, 0.0631, 0.3543, 0.743
Si, -0.0209, 0.0377, 0.9843
Si, -0.023, -0.3435, 0.5699
Si, 0.1116, 0.2749, 0.5823
Si, 0.0427, -0.0203, 0.8901
Si, -0.1718, -0.4343, 0.382
Si, -0.0074, 0.1446, 0.3841
Si, 0.0512, -0.0674, -0.0259
Si, -0.0567, 0.0675, 0.4231
Si, 0.105, -0.1154, 0.0678
Si, 0.1644, 0.0573, 0.3623
Si, -0.1617, -0.1114, 0.2141
Si, 0.0301, -0.0522, -0.1292
Si, 0.0556, 0.2376, 0.4409
Si, -0.1276, -0.0342, 0.2218
Si, 0.1188, -0.0078, -0.323
Si, 0.1471, -0.0426, 0.4966
Si, 0.2791, -0.0572, -0.2634
Si, 0.0654, -0.0403, 0.4408
Si, 0.0726, 0.0977, -0.4214
Si, -0.2362, 0.0329, 0.088
Si, -0.0485, 0.0276, 0.0678
Si, -0.0108, -0.105, -0.4459
Si, 0.0383, -0.1527, -0.4748
Si, -0.049, 0.0635, 0.3735
Si, -0.2864, 0.0839, -0.3133
Si, -0.1589, 0.0892, -0.4193
Si, 0.1934, 0.0731, -0.3896
Si, 0.1495, 0.2615, -0.3054
Si, -0.0021, 0.1595, -0.2405
Si, -0.049, -0.0541, 0.2218
Si, 0.0095, -0.2278, -0.46
Si, -0.0812, 0.0783, -0.0926
O, 0.0456, 0.0189, -0.0596
O, 0.1151, -0.0804, -0.0659
O, 0.0213, 0.2983, 0.0411
O, -0.0721, 0.3268, 0.7792
O, 0.1199, -0.1426, 0.1107
O, 0.1151, 0.1465, -0.2906
O, -0.0301, -0.2072, 0.2822
O, 0.0128, -0.3908, 0.784
O, -0.0072, -0.3355, 0.6631
O, -0.0275, -0.1438, -0.1683
O, 0.1278, 0.2721, 0.146
O, -0.2075, 0.2132, 0.0703
O, -0.0642, 0.2611, 0.1271
O, 0.1368, 0.4268, 0.3592
O, 0.2394, -0.0102, -0.3453
O, 0.028, 0.1721, 0.3529
O, -0.05, -0.3882, -0.8164
O, 0.0679, 0.189, -0.272
O, -0.033, 0.4108, 0.6343
O, 0.1214, 0.0066, -0.5188
O, -0.0084, -0.0761, -0.2559
O, -0.0097, 0.4478, -0.7871
O, -0.2836, 0.1844, -0.0559
O, 0.0087, 0.1737, -0.0539
O, 0.0857, -0.4631, -0.5208
O, 0.2545, -0.0068, 0.0282
O, -0.1276, 0.2177, -0.6032
O, 0.0379, -0.2831, -0.2442
O, 0.0748, 0.3076, -0.8106
O, 0.1267, -0.0653, 0.0796
O, 0.0476, 0.305, -0.3597
O, -0.1747, 0.2323, -0.2407
O, -0.0171, 0.4843, -0.5951
O, 0.0256, 0.1023, 0.0561
O, -0.1564, -0.3332, -0.4103
O, -0.1958, 0.2846, 0.2589
O, -0.0894, 0.1685, -0.0235
O, -0.1222, 0.2455, 0.139
O, -0.1563, -0.0886, -0.0216
O, 0.2577, 0.0397, 0.0096
O, 0.3362, 0.0972, 0.1899
O, 0.2376, -0.1017, -0.4705
O, -0.1447, -0.2334, -0.3566
O, 0.0965, -0.2384, -0.0923
O, -0.1118, -0.166, -0.2607
O, -0.3989, -0.095, 0.0166
O, 0.0936, -0.1625, 0.2275
O, -0.2752, -0.2497, 0.3417
O, 0.0927, -0.0336, 0.1748
O, 0.1305, -0.2385, 0.0663
O, -0.0973, -0.1188, 0.4187
O, -0.1548, -0.062, 0.065
O, -0.0047, -0.1576, -0.099
O, -0.01, -0.2986, 0.3481
O, -0.2709, 0.1048, 0.1258
O, -0.2885, 0.1854, 0.3512
O, 0.0334, -0.3748, 0.8298
O, -0.0694, -0.0295, 0.6268
O, 0.2084, -0.1284, -0.2701
O, 0.0601, 0.1178, -0.2415
O, -0.2335, 0.1148, 0.237
O, 0.1328, -0.2606, 0.0022
O, -0.1385, 0.1499, 0.5257
O, -0.0745, 0.2671, 0.2164
O, -0.1202, 0.0404, 0.0784
O, -0.0051, -0.3647, -0.839
O, 0.1962, 0.4006, 0.3606
O, -0.092, -0.2105, 0.3999
O, -0.0354, -0.0891, -0.0858
O, 0.1404, -0.2691, 0.0815
O, 0.1562, -0.3005, -0.2412
O, 0.1734, -0.4369, 0.4225
